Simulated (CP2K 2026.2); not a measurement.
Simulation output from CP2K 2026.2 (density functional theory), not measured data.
Periodic cell of 534 atoms, Si358O176, from a study of silicon, its oxide and their interface. The atomic structure is a simulated model.
Doubt: the forces sum to 1.62 eV/angstrom along one axis rather than to zero, so they err by at least 0.0030 eV/angstrom per atom on average; the grid cutoff is modest.

Settings
functional: PBE
method: Gaussian and plane waves
basis set: DZVP-MOLOPT-SR-GTH
pseudopotentials: GTH-PBE
grid cutoff: 350 Ry, relative cutoff 50 Ry
k points: Gamma only
occupations: fixed
spin: none
net charge: 0

Cell vectors (angstrom)
a 16.32 0 0
b 0 16.32 0
c 0.1854 0.3193 35.0594

Atoms and the computed forces on them: element, x, y, z (angstrom), force x, y, z (eV/angstrom)
Si 16.188 0.384 34.84 0.256 -0.198 0.707
Si 2.754 3.166 34.981 0.191 -0.18 0.834
Si 0.667 5.57 34.865 -0.312 0.271 0.794
Si 2.837 8.492 0.276 -0.003 -0.178 0.647
Si 0.577 10.579 0.185 -0.159 0.104 0.863
Si 3.406 13.384 35.013 0.041 0.299 0.803
Si 5.973 16.536 34.793 -0.211 0.082 0.8
Si 8.151 2.973 0.199 -0.001 0.019 0.489
Si 6.079 5.444 34.885 -0.145 0.071 0.753
Si 7.768 9.107 34.908 0.265 -0.319 0.871
Si 5.486 11.037 0.397 0.054 0.102 0.6
Si 8.311 14.451 34.949 0.035 -0.178 0.747
Si 10.557 1.102 35.038 0.099 0.03 0.771
Si 14.19 2.89 34.822 -0.282 0.286 0.828
Si 11.02 6.218 34.734 0.012 -0.109 0.837
Si 13.556 8.702 0.037 0.113 -0.361 0.654
Si 11.103 10.693 0.26 -0.158 0.027 0.735
Si 13.301 13.697 35.024 0.158 0.338 0.591
Si 1.339 1.245 1.118 -0.039 0.007 -0.017
Si 4.195 4.068 1.154 -0.028 0.006 -0.056
Si 1.525 6.826 1.263 -0.028 0.003 -0.024
Si 4.161 9.687 1.726 0.025 0.018 -0.016
Si 1.573 12.252 1.427 -0.002 0.044 -0.066
Si 4.214 14.964 1.046 0.017 0.012 -0.077
Si 6.785 1.435 1.296 -0.011 -0.016 -0.052
Si 9.64 4.44 1.214 -0.005 0.026 -0.054
Si 6.794 6.923 1.136 0.006 0.014 -0.043
Si 9.39 9.55 1.266 -0.047 -0.02 -0.05
Si 7.018 12.506 1.305 0.001 0.054 -0.041
Si 9.527 15.31 1.318 0.04 -0.032 -0.036
Si 12.24 1.656 1.118 0.067 -0.029 -0.015
Si 15.09 4.193 1.081 0.021 -0.02 -0.061
Si 12.338 6.983 1.139 -0.003 0.024 -0.088
Si 15.138 9.647 1.437 -0.005 0.025 -0.01
Si 12.163 12.216 1.662 -0.026 -0.048 0.035
Si 14.726 14.9 1.072 -0.035 -0.066 -0.046
Si 0.067 2.751 2.492 0.005 0.018 0.032
Si 2.794 16.301 2.462 0.047 -0.004 -0.023
Si 0.113 8.151 2.678 0.036 0.006 0.003
Si 2.878 5.458 2.586 0.03 0.018 0.033
Si 16.303 13.676 2.496 -0.051 -0.012 -0.02
Si 2.771 11.014 2.975 -0.004 0.026 0.065
Si 5.438 2.771 2.637 0.003 0.002 0.022
Si 8.156 0.191 2.739 0.006 0.008 0.042
Si 5.542 8.157 2.745 0.016 0.001 0.052
Si 8.222 5.695 2.59 -0.01 -0.005 0.023
Si 5.547 13.777 2.627 -0.009 -0.008 0.038
Si 8.254 11.042 2.676 0.008 0.021 -0.011
Si 10.975 3.007 2.568 -0.016 0.02 0.01
Si 13.527 0.11 2.475 0.017 -0.005 -0.007
Si 10.886 8.233 2.575 0.047 -0.018 0.07
Si 13.687 5.543 2.475 -0.012 -0.015 -0.016
Si 10.829 13.816 2.697 -0.032 0.025 0.015
Si 13.749 10.966 2.819 -0.035 -0.041 0.018
Si 1.439 4.103 3.897 0.001 -0.014 -0.015
Si 4.072 1.388 3.934 -0.001 -0.031 -0.007
Si 1.381 9.552 4.12 -0.024 -0.01 -0.015
Si 4.144 6.822 4.045 -0.028 -0.004 0.021
Si 1.387 15.031 3.873 -0.004 -0.008 -0.012
Si 4.214 12.435 4.096 0.014 0.001 -0.021
Si 6.858 4.209 3.905 0.014 0.035 -0.027
Si 9.603 1.592 3.949 0.009 -0.027 -0.018
Si 6.894 9.63 4.016 0.005 -0.011 -0.047
Si 9.591 6.932 4.029 0.024 -0.002 0.001
Si 6.834 15.109 4.066 -0.015 -0.02 0.001
Si 9.556 12.394 4.063 -0.012 0.034 0.025
Si 12.353 4.253 3.955 -0.001 0.027 0.017
Si 14.972 1.438 3.855 -0.035 0.019 -0.017
Si 12.275 9.574 3.995 -0.018 0.028 -0.035
Si 15.009 6.837 3.963 -0.01 -0.006 0.014
Si 12.268 15.128 3.985 0.022 0.022 0.012
Si 15.075 12.387 4.059 0.027 0.019 0.012
Si 16.376 0.124 10.8 -0.024 0.011 -0.004
Si 2.784 2.834 10.816 0.013 0.01 0.007
Si 0.063 5.543 10.777 0 0.001 -0.004
Si 2.79 8.258 10.775 -0.001 -0.01 0
Si 0.078 10.981 10.784 0.007 -0.015 0.001
Si 2.797 13.717 10.806 -0.006 -0.013 0.004
Si 5.508 0.111 10.807 -0.007 -0.01 -0.005
Si 8.22 2.84 10.805 0.005 -0.006 -0.002
Si 5.496 5.554 10.811 0.017 0.008 0.003
Si 8.213 8.269 10.811 -0.01 0.021 0.007
Si 5.515 10.995 10.782 -0.022 0.019 -0.008
Si 8.221 13.725 10.79 0.006 -0.002 -0.002
Si 10.943 0.122 10.762 -0.004 -0.014 -0.007
Si 13.65 2.835 10.775 -0.01 -0.001 -0.006
Si 10.94 5.545 10.806 0.015 -0.005 -0.002
Si 13.661 8.252 10.797 0.012 0.003 0.003
Si 10.923 10.994 10.807 0.01 0.013 0.007
Si 13.661 13.712 10.786 0.004 -0.005 -0.001
Si 1.421 1.476 12.172 -0.003 -0.017 0.009
Si 4.137 4.202 12.184 -0.024 -0.012 0.008
Si 1.431 6.898 12.136 -0.008 -0.002 0.002
Si 4.167 9.62 12.126 0.021 0.022 -0.011
Si 1.451 12.336 12.149 0.005 0.011 0.003
Si 4.172 15.063 12.181 -0.003 -0.001 0.004
Si 6.867 1.474 12.17 -0.008 -0.006 -0.001
Si 9.571 4.197 12.18 -0.004 0.001 0.007
Si 6.856 6.913 12.179 -0.01 0.002 0.001
Si 9.545 9.646 12.174 -0.01 -0.016 0.002
Si 6.868 12.351 12.15 0 -0.022 0.003
Si 9.594 15.087 12.131 0.019 0.027 -0.004
Si 12.278 1.491 12.131 0.017 0.004 -0.004
Si 15.002 4.199 12.126 -0.001 0 -0.007
Si 12.296 6.899 12.171 -0.002 0.007 0.012
Si 15.038 9.611 12.14 -0.008 0.014 0.002
Si 12.295 12.35 12.148 -0.015 -0.019 0.009
Si 15.017 15.08 12.147 0 -0.006 0.011
Si 16.369 2.875 13.49 -0.027 0.007 -0.002
Si 2.805 16.434 13.52 0.007 0.005 0.002
Si 0.073 8.241 13.503 0.018 0.009 0.002
Si 2.781 5.581 13.544 0.011 0.004 0.009
Si 0.093 13.721 13.478 -0.007 -0.014 0.001
Si 2.836 10.971 13.498 -0.002 -0.001 0.002
Si 5.507 2.837 13.533 0.023 -0.009 0.001
Si 8.257 16.441 13.515 0.01 -0.023 -0.003
Si 5.517 8.302 13.533 -0.006 -0.011 0.005
Si 8.207 5.556 13.55 -0.009 -0.001 0
Si 5.549 13.701 13.547 -0.005 0.019 0.004
Si 8.177 10.994 13.558 -0.011 0.025 0.011
Si 10.927 2.826 13.534 0.006 -0.008 0
Si 13.631 0.132 13.477 -0.008 0.002 -0.004
Si 10.903 8.263 13.5 -0.017 0.026 0.003
Si 13.649 5.52 13.531 0.01 -0.006 0.008
Si 10.923 13.712 13.499 -0.009 -0.004 -0.003
Si 13.662 10.969 13.48 0.006 0.001 0.004
Si 1.379 4.237 14.884 0.004 0 0.011
Si 4.148 1.484 14.895 -0.028 -0.007 0.011
Si 1.469 9.601 14.828 0.005 -0.025 0.008
Si 4.149 6.972 14.891 -0.006 -0.003 0.001
Si 1.481 15.037 14.867 -0.024 -0.016 0.01
Si 4.224 12.284 14.891 0.02 -0.022 0.02
Si 6.842 4.201 14.918 0.008 0.005 -0.003
Si 9.57 1.483 14.922 -0.01 -0.003 0.009
Si 6.853 9.621 14.975 -0.022 0.005 0.017
Si 9.556 6.93 14.912 -0.01 0.01 -0.003
Si 6.951 15.061 14.89 0.018 0.009 0.006
Si 9.539 12.38 14.877 0.003 0.021 -0.008
Si 12.272 4.172 14.915 -0.005 0.017 0
Si 14.996 1.507 14.807 -0.015 0.013 0.001
Si 12.273 9.615 14.829 0.017 -0.013 -0.009
Si 15.029 6.876 14.87 0.007 -0.012 -0.002
Si 12.261 15.105 14.836 -0.007 0.002 0.006
Si 15.028 12.363 14.793 0.005 -0.02 -0.03
Si 0.093 0.17 16.092 -0.005 -0.011 -0.037
Si 2.765 2.897 16.21 -0.002 0.012 -0.012
Si 16.362 5.572 16.327 -0.017 0.008 0.052
Si 2.791 8.299 16.295 -0.005 0 0.02
Si 16.395 10.97 16.091 0.003 0.031 0.011
Si 2.862 13.626 16.214 -0.022 -0.002 0.024
Si 5.58 16.434 16.187 -0.004 -0.016 -0.017
Si 8.215 2.86 16.294 0 -0.002 -0.006
Si 5.506 5.628 16.246 0.031 -0.018 -0.001
Si 8.253 8.289 16.345 0.004 -0.001 0.031
Si 5.504 10.951 16.406 -0.006 0.017 -0.002
Si 8.245 13.704 16.363 0.021 0.023 0.018
Si 10.877 16.38 16.277 0.009 -0.039 -0.008
Si 13.626 2.776 16.25 -0.008 -0.014 0
Si 10.891 5.552 16.265 0.003 -0.027 -0.015
Si 13.582 8.183 16.161 -0.033 0.023 -0.008
Si 10.932 11.019 16.154 -0.02 -0.006 -0.001
Si 13.688 13.768 16.112 -0.002 -0.02 -0.008
Si 1.442 1.457 17.5 -0.018 0.022 -0.017
Si 4.017 4.385 17.553 -0.048 0.023 -0.034
Si 1.408 7.01 17.694 0.004 -0.025 -0.007
Si 4.059 9.623 17.802 -0.006 0.03 0.043
Si 1.438 12.239 17.511 0.009 -0.016 -0.05
Si 4.365 14.931 17.497 0.08 -0.016 -0.025
Si 6.799 1.536 17.622 0.009 -0.011 -0.031
Si 9.537 4.247 17.686 -0.05 0.006 -0.017
Si 6.871 6.902 17.704 0.026 0.016 -0.015
Si 9.711 9.677 17.637 -0.02 -0.006 -0.028
Si 6.965 12.268 17.758 -0.011 -0.039 -0.015
Si 9.558 15.088 17.794 -0.003 -0.005 -0.011
Si 12.268 1.368 17.609 0.019 0.012 -0.012
Si 14.96 4.136 17.621 -0.014 0.003 -0.044
Si 12.277 6.842 17.636 0.051 0.001 0.001
Si 14.951 9.627 17.338 -0.026 0.001 -0.038
Si 12.256 12.47 17.412 -0.003 0.036 -0.028
Si 15.081 15.141 17.415 0.023 0.034 -0.027
Si 16.399 2.771 18.917 0.02 -0.016 0.036
Si 2.972 16.376 18.605 -0.027 0.028 -0.023
Si 16.159 8.375 18.849 0.041 -0.069 0.063
Si 2.759 5.673 19.144 -0.013 0.008 0.044
Si 0.182 13.804 18.671 0.015 0.022 0.015
Si 2.516 10.906 19.169 -0.02 -0.029 0.039
Si 5.41 3.057 18.803 0.057 0.025 0.008
Si 8.018 16.468 19.085 -0.004 -0.035 0.066
Si 5.512 8.26 19.098 0.018 -0.019 0.036
Si 8.248 5.598 19.186 -0.021 0.005 0.03
Si 5.531 13.548 19.112 -0.044 -0.019 0.052
Si 8.464 11.004 19.143 0.034 0.053 0.046
Si 10.878 2.778 18.912 0.004 -0.021 0.05
Si 13.727 16.319 18.906 -0.051 0.006 0.023
Si 11.112 8.338 19.004 0.022 0.045 0.038
Si 13.507 5.402 19.049 0.019 -0.065 0.06
Si 11.109 13.715 19.048 -0.008 0.052 0.062
Si 13.683 11.103 18.58 -0.008 0.017 0.026
Si 1.05 4.448 20.238 0.392 -0.243 -0.807
Si 4.056 1.596 19.95 -0.069 0.036 -0.726
Si 0.483 10.061 20.395 0.518 -0.23 -0.766
Si 4.329 6.805 20.594 -0.2 0.183 -0.731
Si 1.853 14.86 19.913 -0.028 -0.211 -0.581
Si 3.768 12.467 20.376 0.155 -0.085 -0.722
Si 6.465 4.487 20.356 0.255 0.029 -0.801
Si 9.538 1.459 20.292 -0.314 0.077 -0.72
Si 7.211 9.393 20.278 -0.021 0.029 -0.834
Si 9.513 7.28 20.369 0.007 -0.178 -0.737
Si 6.958 14.841 20.494 -0.245 0.16 -0.769
Si 10.253 12.041 20.453 -0.385 0.227 -0.793
Si 12.462 3.67 20.378 -0.126 0.384 -0.763
Si 14.847 1.555 20.199 0.27 -0.112 -0.727
Si 12.518 9.908 20.175 0.022 -0.266 -0.705
Si 15.107 6.678 20.122 -0.292 0.207 -0.797
Si 12.876 14.671 20.375 -0.259 0.159 -0.69
Si 15.014 12.52 19.831 -0.05 0.064 -0.579
Si 0.398 0.206 22.133 -0.078 0.115 -0.128
Si 2.117 2.66 22.256 -0.104 -0.127 -0.194
Si 12.921 6.244 26.605 -0.015 0.122 -0.05
Si 0.898 7.049 27.839 0.041 0.073 0.18
Si 2.117 9.145 25.832 -0.016 0.022 -0.12
Si 8.131 11.677 27.062 0.079 -0.057 -0.116
Si 5.592 0.265 22.277 -0.017 -0.088 0.036
Si 7.664 2.515 22.51 0.047 -0.024 -0.29
Si 3.946 8.029 23.54 0.073 -0.065 -0.293
Si 5.325 10.718 22.504 -0.185 -0.065 -0.246
Si 7.58 11.958 24.004 0.119 0.066 -0.172
Si 9.205 13.938 22.443 0.084 0.113 -0.124
Si 11.21 16.239 22.254 0.066 0.014 0.042
Si 0.837 14.693 24.452 0.172 0.01 -0.113
Si 10.815 7.308 23.146 -0.026 -0.043 -0.08
Si 14.187 11.858 27.023 -0.063 -0.007 0.051
Si 11.808 10.765 25.929 0.014 0.025 -0.112
Si 14.82 8.77 22.116 0.071 0.118 -0.308
Si 3.649 16.293 24.695 -0.046 0.15 -0.097
Si 4.894 5.646 25.506 -0.088 -0.132 -0.203
Si 4.375 7.234 33.049 0.017 -0.057 0.147
Si 4.541 7.796 30.169 -0.063 0.062 0.133
Si 1.536 11.603 30.064 0.074 0.06 0.104
Si 4.9 14.518 30.317 0.102 0.079 0.122
Si 6.897 15.889 28.86 0.042 -0.017 0.064
Si 11.957 2.885 23.259 -0.04 -0.137 -0.194
Si 13.345 8.301 24.572 -0.064 -0.058 -0.233
Si 9.515 9.879 24.185 0.169 0.034 -0.076
Si 8.589 14.384 27.006 -0.099 -0.005 -0.01
Si 13.135 1.352 27.09 0.011 0.001 0.105
Si 15.704 0.446 26.024 0.003 0.151 -0.243
Si 2.637 5.434 29.757 -0.171 0.012 0.062
Si 14.428 2.884 25.003 0.05 -0.061 -0.224
Si 15.233 4.669 27.19 0.023 -0.21 -0.067
Si 0.58 11.963 25.744 -0.008 0.028 -0.031
Si 11.866 13.074 30.528 0.172 0.018 0.105
Si 3.88 2.93 24.752 -0.067 -0.019 0.146
Si 0.505 0.313 28.56 0.123 -0.031 -0.103
Si 1.51 6.461 32.192 -0.164 -0.082 0.204
Si 3.268 0.527 29.99 0.036 0.128 0.191
Si 3.554 10.079 28.371 -0.142 -0.036 0.139
Si 6.735 3.4 25.034 0.08 0.012 -0.091
Si 7.982 2.165 27.602 -0.092 -0.158 -0.081
Si 8.351 8.741 26.741 0.005 0.057 -0.051
Si 10.789 4.998 25.09 -0.086 -0.074 -0.1
Si 5.671 14.662 26.514 -0.019 -0.02 -0.137
Si 10.314 0.38 27.123 -0.015 -0.071 0.017
Si 9.17 5.737 30.656 0.121 0.096 0.084
Si 11.358 15.71 29.748 0.206 -0.062 0.119
Si 12.282 10.445 28.759 0.085 0.02 0.071
Si 11.735 5.568 31.944 0.014 0.122 0.297
Si 14.707 2.386 29.221 -0.094 0.218 0.015
Si 16.333 13.464 28.237 -0.062 -0.051 -0.034
Si 4.547 3.081 29.938 -0.008 0.023 0.243
Si 4.268 1.756 32.555 0.123 -0.047 0.212
Si 6.163 7.01 27.774 -0.14 -0.055 0.037
Si 0.336 8.711 30.513 -0.027 -0.08 0.027
Si 2.74 13.685 32.025 -0.053 -0.031 0.174
Si 5.504 12.341 28.22 -0.127 0.037 -0.11
Si 7.224 4.488 29.081 -0.144 -0.021 0.123
Si 11.864 0.567 32.281 0.099 0.097 0.096
Si 9.334 8.032 32.616 0.108 -0.065 0.314
Si 10.176 6.334 27.656 0.04 -0.262 -0.075
Si 10.73 13.266 33.418 0.114 0.157 0.326
Si 11.737 8.654 31.127 -0.045 -0.115 0.072
Si 13.385 3.202 31.814 -0.023 -0.137 0.293
Si 16.48 14.999 32.156 -0.028 0.111 0.268
Si 14.364 9.547 32.219 0.21 -0.018 0.266
Si 13.803 15.247 30.996 -0.05 -0.038 0.07
Si 15.321 12.205 33.148 -0.116 -0.006 0.171
O 15.909 13.564 32.579 -0.11 -0.116 0.173
O 0.275 16.035 33.399 0.004 -0.054 -0.337
O 3.388 0.765 31.609 -0.293 -0.251 0.24
O 3.321 2.528 33.601 -0.067 -0.176 -0.518
O 1.677 4.319 34.576 0.064 -0.091 -0.323
O 0.403 6.14 33.34 -0.347 0.29 -0.47
O 1.269 7.931 31.577 0.331 0.442 -0.151
O 4.091 8.329 34.2 0.401 0 -0.25
O 0.24 11.482 33.845 0.39 -0.058 -0.533
O 1.867 9.801 34.734 0.007 0.039 -0.614
O 2.584 13.618 33.629 -0.566 0.202 -0.108
O 4.281 14.145 31.768 0.334 0.02 0.302
O 7.139 15.451 34.347 0.209 -0.166 -0.218
O 5.372 0.928 33.433 0.006 -0.085 -0.534
O 9.413 2.214 34.552 0.093 -0.128 -0.481
O 7.253 4.326 34.475 -0.155 -0.153 -0.581
O 3.197 3.93 29.63 -0.098 -0.331 -0.31
O 5.499 6.159 33.524 0.212 0.032 -0.577
O 8.753 7.078 31.454 -0.516 0.225 -0.038
O 8.151 8.82 33.35 -0.122 0.049 -0.62
O 6.61 10.249 34.681 0.053 0.052 -0.256
O 4.572 12.273 34.624 0.13 0.129 -0.499
O 10.678 11.78 34.032 -0.364 -0.233 -0.554
O 9.283 13.951 33.722 -0.138 0.059 -0.36
O 11.105 0.462 33.668 0.072 -0.268 -0.21
O 11.982 14.095 34.092 0.02 0.24 -0.123
O 15.2 1.641 34.538 0.114 0.09 -0.303
O 13.915 3.434 33.319 0.282 0.552 -0.323
O 10.065 7.235 33.855 -0.36 0.197 -0.073
O 11.902 5.483 33.565 0.58 -0.195 -0.048
O 14.575 8.862 33.684 0.311 -0.214 -0.227
O 11.929 7.054 31.332 0.126 -0.027 -0.32
O 12.794 9.49 31.97 -0.25 0.278 0.326
O 12.494 10.038 34.799 0.115 -0.152 -0.333
O 14.154 12.594 34.182 -0.112 -0.347 0.029
O 13.244 16.019 32.324 0.531 -0.044 0.659
O 1.19 3.879 21.765 -0.157 0.088 0.49
O 16.295 5.634 20.448 0.038 -0.002 0.093
O 5.17 0.852 20.849 0.393 0.113 -0.044
O 2.979 2.289 20.946 0.036 0.416 -0.035
O 15.14 8.707 31.083 -0.367 -0.441 -0.141
O 14.67 7.253 21.579 -0.532 -0.367 0.291
O 3.727 7.445 22.005 -0.382 -0.069 0.162
O 2.661 8.493 24.439 -0.284 -0.233 0.127
O 2.782 13.758 20.736 -0.054 0.089 0.489
O 1.213 15.98 20.876 0.046 0.556 -0.241
O 7.479 11.657 25.583 -0.477 -0.269 0.126
O 4.207 11.608 21.713 -0.296 -0.326 0.624
O 5.424 5.624 20.94 0.062 0.029 0.478
O 11.601 1.274 23.09 -0.012 -0.048 0.305
O 10.645 0.376 20.81 0.33 -0.42 -0.481
O 9.007 2.208 21.662 0.328 0.419 0.246
O 6.078 11.796 23.443 -0.243 0.285 0.23
O 6.406 10.131 21.47 0.008 0.355 0.299
O 10.427 6.805 21.652 0.079 -0.144 0.107
O 8.301 8.293 20.861 -0.168 -0.182 0.418
O 8.337 14.186 21.083 0.334 -0.07 -0.202
O 6.121 15.109 21.893 -0.001 -0.506 0.529
O 13.994 13.492 20.701 -0.109 0.015 0.359
O 11.349 10.872 20.782 -0.262 0.112 0.306
O 11.791 3.747 21.874 -0.514 0.404 0.361
O 13.702 2.635 20.62 0.149 0.203 0.04
O 15.339 0.852 21.6 -0.317 0.094 0.403
O 0.219 15.225 23.055 -0.49 -0.213 -0.082
O 10.261 8.828 23.236 -0.162 0.143 -0.399
O 14.625 8.786 23.714 0.47 0.243 0.569
O 2.128 6.148 28.403 0.105 -0.307 -0.4
O 13.772 7.395 25.847 0.382 -0.093 0.335
O 10.157 12.73 21.944 0.236 -0.286 0.356
O 12.486 15.31 21.849 0.337 0.042 0.398
O 16.338 9.312 21.801 0.33 -0.341 0.808
O 15.99 11.475 20.638 0.269 0.262 0.38
O 1.29 1.383 22.806 0.235 0.094 0.354
O 16.104 15.292 25.518 -0.184 -0.496 0.137
O 4.899 6.413 26.941 -0.416 0.163 0.187
O 3.025 3.228 23.435 -0.013 0.378 -0.062
O 15.283 4.119 25.639 0.321 0.455 -0.302
O 16.233 5.908 27.302 -0.05 0.09 -0.277
O 0.356 7.986 29.063 -0.348 0.208 -0.085
O 15.462 3.497 28.292 0.235 -0.127 0.283
O 1.197 8.035 26.586 -0.37 -0.023 -0.307
O 3.292 9.448 26.911 0.366 -0.407 -0.137
O 4.96 10.839 28.246 0.48 -0.287 -0.146
O 7.097 12.199 28.176 0.312 0.068 0.482
O 6.874 1.12 22.761 0.214 -0.161 0.53
O 4.283 0.236 23.215 -0.228 -0.189 0.019
O 7.942 3.176 23.971 0.534 0.349 0.301
O 6.812 3.585 21.659 0.065 0.145 0.216
O 4.76 9.438 23.336 0.147 0.081 0.239
O 4.612 6.775 24.359 0.449 -0.209 0.052
O 8.249 13.395 23.637 -0.084 0.264 0.598
O 8.511 10.804 23.332 0.143 -0.047 -0.599
O 9.223 12.886 27.042 0.699 0.007 0.076
O 8.667 8.946 25.185 -0.377 -0.338 -0.225
O 10.057 15.26 22.906 -0.039 -0.002 0.279
O 10.481 10.918 25.009 0.023 0.624 -0.145
O 6.972 2.612 26.421 -0.424 -0.118 0.071
O 11.784 0.659 26.582 0.086 -0.068 -0.735
O 14.318 0.277 26.843 -0.037 -0.661 0.04
O 15.43 1.584 24.886 0.324 0.023 -0.263
O 12.385 7.484 23.53 0.215 -0.233 -0.244
O 13.541 3.072 23.661 0.469 0.334 -0.259
O 15.361 11.464 25.966 -0.25 -0.523 -0.62
O 13.802 5.314 27.554 -0.187 -0.033 0.46
O 12.62 9.583 25.202 0.134 0.051 0.05
O 13.603 9.577 21.368 0.148 0.015 0.406
O 0.825 13.063 24.541 -0.152 -0.29 -0.38
O 3.408 1.468 25.351 -0.276 0.013 0.381
O 3.855 4.358 25.577 -0.292 0.146 0.523
O 5.781 3.8 29.215 -0.109 0.141 -0.479
O 6.369 4.972 25.25 0.305 0.531 -0.101
O 7.143 5.766 28.096 0.256 0.026 -0.215
O 2.981 6.43 32.868 -0.024 -0.588 0.122
O 6.857 8.146 26.869 -0.316 0.27 -0.19
O 3.578 8.937 29.531 -0.629 0.084 0.232
O 2.47 11.192 28.807 -0.154 0.347 -0.253
O 0.411 12.663 29.588 -0.283 0.259 0.407
O 4.773 15.393 25.417 0.261 -0.351 -0.029
O 5.027 13.226 26.933 -0.475 -0.13 -0.443
O 7.363 1.099 28.663 0.169 0.374 0.372
O 5.429 2.723 24.358 0.026 -0.411 -0.256
O 9.969 5.146 26.516 -0.311 -0.281 0.134
O 10.194 6.183 24.138 -0.569 -0.085 0.025
O 8.541 10.178 27.468 0.381 0.071 0.387
O 11.72 6.809 27.516 -0.043 0.225 0.44
O 12.817 12.042 26.134 -0.246 0.67 -0.483
O 11.34 10.379 27.438 -0.356 -0.363 0.02
O 7.234 14.463 26.081 0.114 -0.089 -0.479
O 8.141 14.915 28.484 0.291 -0.303 0.475
O 13.254 2.002 28.572 -0.614 0.101 0.288
O 9.304 1.602 26.881 0.285 0.319 -0.18
O 13.332 13.678 30.972 0.405 -0.277 -0.113
O 13.306 2.608 26.118 -0.305 0.552 0.184
O 12.21 2.09 31.874 -0.255 0.123 -0.043
O 0.576 0.89 27.036 0.439 0.457 -0.198
O 10.902 3.561 24.321 -0.331 -0.336 0.204
O 1.418 10.59 25.518 -0.065 0.19 -0.465
O 13.792 10.707 28.144 0.455 -0.242 0.066
O 4.871 8.053 31.734 0.181 0.288 -0.092
O 0.278 15.031 28.467 -0.036 0.015 0.211
O 2.301 15.392 24.643 0.108 -0.139 0.038
O 15.603 1.065 29.267 0.053 -0.368 0.429
O 14.534 2.815 30.762 0.397 0.227 0.066
O 6.25 15.451 30.297 0.379 0.22 0.547
O 8.309 3.472 28.463 0.594 0.309 0.399
O 1.499 5.435 30.93 -0.248 -0.346 -0.08
O 4.275 1.612 29.315 0.224 -0.142 -0.597
O 5.812 7.705 29.19 0.545 0.265 0.079
O 3.713 15.353 29.599 -0.233 -0.325 -0.333
O 1.636 14.786 31.535 0.058 0.451 -0.295
O 2.399 12.291 31.26 0.018 -0.495 0.212
O 0.835 10.237 30.528 0.044 -0.015 -0.059
O 4.882 2.868 31.528 0.361 0.301 0.182
O 5.711 15.64 27.79 -0.573 0.325 0.059
O 10.941 13.053 31.844 -0.157 -0.253 -0.428
O 11.147 14.125 29.513 -0.613 -0.216 -0.344
O 9.331 7.662 27.377 0.018 0.047 -0.038
O 3.893 6.327 30.21 0.395 -0.359 0.402
O 7.795 4.912 30.524 -0.232 -0.15 0.337
O 9.843 5.912 29.183 0.169 -0.262 -0.048
O 9.73 15.368 26.434 0.389 -0.153 -0.375
O 5.122 13.12 29.569 -0.158 -0.378 0.139
O 11.974 9.08 29.581 -0.059 -0.203 -0.429
O 10.319 9.037 31.813 -0.255 0.695 -0.086
O 12.824 4.611 31.28 0.37 0.335 -0.396
O 10.872 16.198 31.208 -0.628 -0.348 -0.01
O 15.399 15.451 31.035 0.023 0.162 -0.52
O 12.997 15.918 29.74 0.207 0.142 -0.776
O 14.769 13.153 27.836 -0.339 0.543 0.332
O 12.329 5.328 25.42 0.406 -0.167 -0.332
O 10.262 4.999 31.588 -0.171 -0.604 0.035
O 1.796 0.723 29.41 -0.181 0.134 0.174
O 10.509 16.558 28.714 -0.211 0.478 0.357
O 0.954 12.84 27.064 0.609 0.01 0.181
O 11.962 11.66 29.785 0.053 -0.067 0.386
O 14.755 11.117 32.108 0.014 0.116 -0.637
Si 0.044 0.104 5.248 0.014 0.008 -0.01
Si 2.758 2.771 5.315 0 0.017 -0.002
Si 0.077 5.475 5.29 0.011 -0.003 -0.003
Si 2.793 8.206 5.402 0.015 -0.004 0.02
Si 0.049 10.978 5.425 -0.001 -0.015 0.006
Si 2.753 13.756 5.356 -0.015 -0.009 -0.005
Si 5.451 0.131 5.376 0.001 0.022 0.004
Si 8.218 2.892 5.322 -0.004 0.012 0.001
Si 5.525 5.496 5.37 0.015 -0.001 -0.005
Si 8.258 8.303 5.391 0 0.012 -0.001
Si 5.531 10.986 5.389 -0.003 -0.004 0.017
Si 8.182 13.724 5.41 -0.009 0.001 0.008
Si 10.922 0.179 5.329 -0.022 0.007 -0.004
Si 13.672 2.818 5.282 0.003 -0.023 -0.004
Si 10.962 5.559 5.349 -0.001 -0.005 0.012
Si 13.645 8.212 5.339 0.003 0.007 0.001
Si 10.963 11.003 5.355 0.016 -0.001 -0.009
Si 13.657 13.756 5.344 0.014 0.006 -0.01
Si 1.387 1.441 6.677 -0.003 0.005 -0.002
Si 4.137 4.133 6.694 -0.002 -0.018 -0.006
Si 1.403 6.845 6.707 -0.01 0.011 -0.006
Si 4.15 9.614 6.722 -0.01 0.005 0
Si 1.44 12.352 6.73 0.008 -0.027 -0.002
Si 4.101 15.099 6.742 -0.006 0.013 -0.002
Si 6.853 1.506 6.685 -0.015 -0.012 -0.004
Si 9.582 4.213 6.707 0.023 -0.003 -0.004
Si 6.875 6.906 6.708 0 -0.001 -0.006
Si 9.609 9.656 6.744 -0.008 0.012 -0.003
Si 6.86 12.345 6.768 0.014 -0.003 -0.002
Si 9.578 15.112 6.703 -0.007 -0.002 -0.007
Si 12.306 1.499 6.689 -0.002 0.008 0.002
Si 15.031 4.153 6.676 0.005 -0.009 0
Si 12.303 6.896 6.735 -0.007 -0.001 0.002
Si 14.978 9.606 6.721 -0.007 0.024 -0.003
Si 12.318 12.367 6.708 0.007 -0.011 0.006
Si 15.039 15.094 6.686 -0.017 0.001 -0.006
Si 0.057 2.81 8.057 -0.003 -0.01 -0.003
Si 2.751 0.13 8.092 0.005 -0.004 0
Si 0.052 8.245 8.054 -0.004 -0.011 -0.011
Si 2.783 5.506 8.062 -0.002 -0.003 -0.002
Si 0.064 13.72 8.069 0.003 0.01 -0.013
Si 2.795 10.984 8.08 -0.002 0.008 0.007
Si 5.5 2.825 8.088 0.007 0.01 0.002
Si 8.206 0.137 8.058 -0.002 -0.001 -0.005
Si 5.511 8.255 8.075 0.005 0.024 -0.005
Si 8.228 5.562 8.086 0.018 0.005 0.001
Si 5.479 13.723 8.081 -0.032 -0.03 -0.006
Si 8.239 10.996 8.105 -0.002 0.009 0.003
Si 10.938 2.843 8.058 -0.016 -0.005 0.001
Si 13.669 0.127 8.046 0.021 0.006 -0.003
Si 10.951 8.27 8.093 0.029 0.02 -0.001
Si 13.674 5.522 8.055 -0.016 0.003 -0.009
Si 10.943 13.732 8.055 0.011 -0.001 -0.01
Si 13.649 10.988 8.088 -0.005 -0.009 0.004
Si 1.421 4.163 9.429 -0.01 -0.015 -0.002
Si 4.137 1.472 9.453 -0.011 -0.004 0.008
Si 1.422 9.612 9.413 0.008 0.021 -0.001
Si 4.141 6.887 9.419 -0.011 0.003 -0.012
Si 1.416 15.074 9.452 0.008 0.001 0.01
Si 4.143 12.353 9.442 0.012 -0.006 -0.001
Si 6.859 4.199 9.443 -0.015 -0.006 -0.003
Si 9.571 1.488 9.42 0.017 -0.001 -0.002
Si 6.869 9.621 9.435 0.007 -0.008 0.002
Si 9.583 6.916 9.454 -0.01 0.011 0.006
Si 6.856 15.084 9.426 -0.003 0.007 -0.012
Si 9.593 12.373 9.437 -0.002 -0.01 0.006
Si 12.293 4.194 9.423 0.016 -0.008 0.003
Si 15.016 1.471 9.427 -0.004 0.007 0.003
Si 12.294 9.631 9.459 -0.018 0.007 0.015
Si 15.017 6.895 9.422 0.003 0.007 -0.007
Si 12.314 15.081 9.411 0.007 0.005 -0.006
Si 15.028 12.349 9.43 0 -0.011 0.007

Results
total energy: -115456.275 eV
total energy less fixed offsets of O -438.35, Si -107.03 eV per atom: 10.065 eV
